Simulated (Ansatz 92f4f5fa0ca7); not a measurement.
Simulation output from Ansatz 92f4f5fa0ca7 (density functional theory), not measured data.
Periodic cell of 171 atoms, Si99O72, from a study of silicon, its oxide and their interface. The atomic structure is a simulated model.

Settings: functional r2SCAN; potential files Ansatz norm-conserving; basis plane waves; wave-function cutoff 1300 eV; density cutoff ratio 4; exchange-correlation grid ratio 1; k mesh 2 x 2 x 1, shifted by 0.5 0.5 0.5 of a step; self-consistency stop 5e-08 eV per atom in the density residual; occupations Fermi-Dirac, 0.05 eV; spin none; net charge 0.

Cell vectors (angstrom)
a 11.5403 0 0
b 0 11.5403 0
c -3.5202 -2.283 22.9006

Atoms: element, x, y, z (angstrom)
Si -0.5957 -0.3108 0.5731
Si -0.6856 2.7786 0.642
Si -0.4625 5.894 -0.0096
Si 3.18 -0.906 0.402
Si 2.8921 2.9804 0.4828
Si 3.4611 6.1249 0.1618
Si 7.0706 -0.9251 0.6421
Si 6.9543 2.1283 0.2347
Si 7.0526 7.5193 0.1359
Si 1.3345 10.8876 1.854
Si 1.1791 2.9071 2.0274
Si 1.3864 6.7055 1.3598
Si 5.0738 10.4562 1.8083
Si 5.032 2.6397 1.5758
Si 5.2581 6.7209 1.5855
Si 9.0498 10.6547 1.8481
Si 8.7898 2.8008 1.7
Si 9.0806 6.7328 1.2662
Si 1.2944 1.0486 3.3689
Si 1.2936 4.964 3.0386
Si 1.305 8.7147 2.8646
Si 5.0454 0.8868 3.1075
Si 5.1978 4.7109 2.8859
Si 5.1123 8.5349 3.0723
Si 8.9539 0.9933 3.1905
Si 8.8859 4.8732 2.8538
Si 9.1364 8.5683 2.8986
Si -0.6763 0.9841 4.5886
Si -0.6903 4.8714 4.3114
Si -0.5511 8.6144 4.3412
Si 3.249 1.0193 4.6052
Si 3.255 4.8547 4.3492
Si 3.1618 8.652 4.3538
Si 6.9934 0.9097 4.4602
Si 7.0534 4.803 4.3172
Si 7.1516 8.607 4.2795
Si -0.5792 10.5054 5.7965
Si -0.6323 2.9878 5.7835
Si -0.6418 6.7266 5.7612
Si 3.3316 10.5532 5.7954
Si 3.1725 3.0107 5.8391
Si 3.1634 6.7652 5.7218
Si 7.0772 10.4778 5.7601
Si 7.0805 2.8946 5.7001
Si 7.095 6.7268 5.673
Si 1.4354 10.6166 7.1362
Si 1.242 3.0241 7.3109
Si 1.2638 6.8062 7.1626
Si 5.2047 10.5143 7.2548
Si 5.1768 3.0172 7.0796
Si 5.1374 6.916 6.9494
Si 8.998 10.4452 7.1418
Si 8.9868 2.8482 7.0984
Si 8.9586 6.5534 7.1201
Si 1.5098 0.9672 8.5677
Si 1.0839 5.0283 8.6851
Si 1.4263 8.7454 8.512
Si 5.3659 1.0798 8.3926
Si 5.092 5.051 8.2296
Si 5.1377 8.5153 8.6817
Si 9.2604 0.8865 8.3918
Si 8.8722 4.6264 8.5866
Si 8.91 8.4314 8.4615
Si 11.3144 0.3452 10.0246
Si 10.6705 4.7125 10.0943
Si -0.6499 8.8758 9.5849
Si 3.6186 1.6688 9.8227
Si 3.2222 4.7677 9.7005
Si 3.1645 8.1609 10.2233
Si 7.347 0.9366 9.6782
Si 6.8126 5.03 9.7512
Si 7.1173 8.0936 10.0177
Si -0.1624 2.3693 17.0632
Si 8.2912 12.8945 12.5023
Si 10.4592 5.8861 12.8788
Si 7.0297 10.3978 11.7901
Si 0.7896 7.8932 12.0214
Si 3.4994 5.9866 16.8695
Si 4.4908 9.9656 15.664
Si 0.2862 -0.0923 19.0433
Si 7.9443 5.213 20.1304
Si 8.1895 5.875 14.7694
Si 10.9529 2.9862 12.5462
Si 1.2217 1.5843 14.4075
Si 4.1354 9.999 12.6907
Si 5.6952 5.7876 18.4804
Si 1.4073 10.8776 12.6337
Si 9.5519 4.6896 17.4654
Si 5.1235 3.5674 16.6936
Si 3.614 1.2026 15.9498
Si 5.8937 7.5058 16.0893
Si 9.049 7.5548 21.6021
Si 2.6696 1.0134 20.3312
Si 0.9611 5.0011 17.9248
Si 10.4513 10.1468 21.2027
Si 6.6157 3.393 14.0409
Si 1.9766 4.0537 20.6588
Si 2.7294 10.9001 17.8715
Si 4.8324 3.5944 11.6781
O 3.9067 9.431 14.2248
O 7.8258 4.159 21.3485
O -0.6778 1.25 -0.1074
O -0.5571 4.2214 -0.2466
O 2.3538 -2.14 -0.4138
O 3.0987 4.5257 -0.0038
O 6.4335 5.8176 19.9044
O 2.2001 2.2321 -0.8221
O 4.125 6.371 -1.3509
O 3.6222 0.1199 -0.8523
O 3.402 12.2775 21.7446
O 2.5226 2.6142 20.0858
O 1.607 5.0284 19.4062
O 4.0998 6.1253 18.4012
O 1.8782 5.9906 16.973
O 7.0586 0.5075 -0.2428
O -0.4885 8.2756 11.1012
O 2.7864 1.9538 14.764
O 7.7893 1.8149 11.0242
O 3.0038 11.1371 12.3863
O -1.0169 10.4642 9.8175
O 3.2546 3.1657 9.2324
O 7.0154 6.5015 10.4754
O 2.0227 7.2938 11.1155
O 0.8401 2.4599 13.0983
O 3.696 4.7224 11.3064
O 6.2144 3.9728 10.8686
O 12.0675 0.0669 11.4898
O 2.4092 0.5303 16.7933
O 3.9464 4.568 16.1982
O 8.1781 11.2585 12.5934
O 1.0507 11.5441 14.0708
O 11.8247 6.7609 13.0752
O 7.3103 2.0039 13.6114
O 10.1478 5.767 11.2738
O 6.2743 3.3027 15.6095
O 3.4259 11.6525 19.1605
O 0.1266 1.8807 15.5579
O 4.6664 11.5851 15.4709
O 4.4289 2.1459 16.9795
O 5.6432 10.5874 12.6165
O 5.2312 3.6608 13.2475
O 3.9581 8.9322 11.4774
O 3.6025 9.7842 17.0591
O 9.802 1.8662 12.7971
O 7.3505 8.8296 11.5033
O 6.907 -0.5539 10.274
O 10.6193 10.5918 19.6506
O -0.2273 1.1024 18.0763
O 9.2543 9.0735 21.0673
O -0.5971 5.4898 17.8287
O 4.2957 7.0857 15.9425
O 8.8131 5.4106 16.2057
O 9.9452 3.1459 17.0973
O 10.6548 4.3509 13.387
O 11.0705 3.3268 10.9492
O 4.2727 2.0862 11.3199
O 1.0068 3.4414 17.4362
O 8.926 6.4515 20.4543
O 6.7437 6.8792 -1.3483
O 1.2123 9.2721 12.7736
O -0.4087 -1.5718 -0.519
O 8.5649 4.6095 18.7523
O 7.1045 -2.3668 -0.2142
O 7.6673 4.6155 13.8874
O 1.2588 -1.1834 18.2862
O 9.3215 6.5711 13.8275
O 6.414 6.9094 17.519
O 5.8503 4.2312 17.9756
O 5.8749 9.1353 15.9553
O 6.9342 6.9013 14.992
O 1.1201 0.4925 20.3193

Results
free energy: -45070.258 eV
free energy less fixed offsets of O -463.61, Si -117.95 eV per atom: -13.288 eV
pressure: -1.62 GPa
stress xx, yy, zz, yz, xz, xy (GPa, positive in tension): 1.21, 1.62, 2.03, 0.05, 0.37, 0.15

Forces (eV/angstrom), in the order of the atoms: element, x, y, z
Si -0.2561 0.1653 -0.6192
Si -0.0897 -0.0694 -0.4622
Si 0.045 -0.1887 -0.4219
Si -0.0042 -0.2112 -0.5622
Si -0.0701 0.1994 -0.1724
Si 0.1159 -0.3269 -0.3565
Si 0.1901 -0.0194 -0.7326
Si 0.03 -0.1704 -0.3941
Si 0.0896 0.1617 -0.4696
Si -0.0176 0.1452 0.0299
Si 0.065 -0.0421 -0.1811
Si 0.0603 -0.1649 -0.019
Si -0.1966 0.2643 -0.2249
Si -0.0889 0.1031 -0.4085
Si -0.0131 0.1145 -0.1231
Si 0.1818 0.1397 -0.2537
Si -0.0271 -0.0896 -0.2947
Si -0.0764 -0.0507 -0.0923
Si 0.0622 -0.0893 0.2351
Si 0.1101 0.2567 0.0838
Si 0.0175 -0.3136 -0.319
Si -0.0267 0.0279 0.1992
Si -0.0479 -0.1042 0.0369
Si -0.0229 -0.2738 0.1473
Si 0.0251 -0.0445 0.3307
Si 0.0156 0.1161 -0.0403
Si -0.0341 -0.0016 -0.0186
Si -0.1142 -0.042 -0.0246
Si 0.1001 0.0356 -0.0704
Si -0.0784 0.0863 0.0904
Si -0.0308 0.0515 -0.0172
Si -0.0835 -0.0691 -0.2083
Si 0.0115 0.1046 0.0385
Si -0.0394 0.0212 -0.004
Si 0.062 -0.0556 -0.0468
Si 0.1324 -0.0709 0.0007
Si -0.0502 0.0222 0.2177
Si 0.2037 0.0639 0.2777
Si -0.1194 -0.0181 0.006
Si -0.1187 -0.0377 0.0397
Si 0.182 -0.0598 0.2837
Si -0.039 0.0143 0.0411
Si 0.1489 0.0266 0.1483
Si -0.181 0.0764 0.1838
Si -0.0546 -0.1261 -0.0165
Si -0.2162 0.0034 -0.0793
Si -0.1101 -0.0025 -0.2744
Si 0.0754 -0.0581 -0.052
Si -0.1181 -0.0543 0.1834
Si -0.0302 -0.0186 -0.4247
Si 0.1207 0.1607 -0.0028
Si 0.1379 -0.263 -0.1278
Si 0.0011 -0.2611 0.0174
Si 0.0203 -0.0176 -0.0136
Si 0.1921 0.1066 0.7056
Si 0.0994 -0.0551 0.412
Si 0.089 -0.032 0.392
Si 0.2083 0.1275 0.2453
Si -0.0685 0.0378 0.3258
Si 0.1742 -0.31 0.3081
Si 0.1827 0.3302 0.6926
Si -0.3246 0.1634 0.118
Si -0.1326 0.2188 0.218
Si -0.1725 -0.2956 -0.7038
Si 0.0433 -0.0117 0.2281
Si -0.063 0.0091 0.3204
Si 0.0293 0.2571 -0.4289
Si 0.1609 -0.6138 -0.372
Si -0.2573 1.1165 0.112
Si 0.1067 -0.2597 0.0976
Si -0.1083 0.1839 0.1878
Si 0.1226 -0.3294 0.333
Si -0.1497 -0.0911 -0.1678
Si -0.1285 -0.0751 0.3509
Si -0.0597 0.0721 0.5667
Si 0.1962 -0.0099 0.1357
Si -0.1252 0.0283 0.2998
Si -0.2809 0.0418 -0.2096
Si 0.2896 -0.1061 0.2025
Si -0.0279 -0.1125 -0.2858
Si -0.1661 0.08 -0.335
Si -0.117 0.0485 0.1147
Si 0.1268 0.1202 0.4857
Si -0.0437 0.0986 0.2966
Si -0.0953 0.0622 0.3568
Si 0.2421 0.0175 0.1695
Si -0.0621 0.115 0.5558
Si -0.0878 -0.0848 -0.1401
Si 0.1079 -0.1549 0.019
Si 0.0266 0.2416 -0.0053
Si 0.1475 0.1431 -0.0879
Si -0.0968 0.096 -0.1161
Si -0.1425 -0.236 -0.2419
Si -0.0237 0.193 -0.2786
Si -0.0098 0.2125 -0.301
Si 0.263 0.0852 0.4409
Si -0.0456 0.1943 -0.1641
Si -0.1817 -0.2769 -0.1579
Si 0.3181 0.073 0.3865
O 0.0826 0.2382 -0.2865
O -0.033 -0.0216 0.3409
O 0.1438 -0.1946 0.6472
O -0.0554 0.2465 0.5691
O 0.1215 0.3909 0.0457
O 0.1481 0.2913 0.2269
O 0.2337 -0.1779 -0.0969
O 0.2586 -0.1325 0.1389
O -0.1141 -0.056 0.3174
O -0.2969 -0.2099 0.3236
O -0.0267 -0.1935 0.2247
O -0.0713 0.084 0.1893
O 0.0469 -0.2844 0.1682
O 0.2951 -0.1871 -0.3676
O 0.1666 -0.2499 0.2309
O -0.1552 0.3965 0.6812
O 0.2588 -0.1587 -0.2096
O -0.113 -0.2995 0.1165
O -0.1461 -0.3289 -0.2337
O -0.0126 -0.1631 -0.1397
O 0.4506 -0.0288 0.1594
O -0.1377 -0.0874 0.7503
O 0.0698 0.142 -0.3562
O 0.4796 0.1343 -0.0741
O -0.1859 -0.0949 -0.1524
O -0.1219 -0.1787 -0.6234
O -0.1272 0.0542 0.0107
O -0.3776 0.1864 -0.4896
O 0.3181 -0.1009 0.0743
O 0.1603 0.1169 0.3042
O -0.2856 0.0909 -0.4122
O 0.1842 0.0488 -0.4843
O -0.0229 0.1781 -0.5398
O 0.0498 0.0987 -0.3072
O 0.2078 -0.3346 -0.2329
O -0.1566 0.101 -0.2157
O -0.3395 0.1849 0.1559
O 0.2562 0.0591 -0.0576
O -0.3317 -0.1474 0.055
O -0.1402 0.0861 -0.2822
O -0.0267 -0.1679 -0.217
O -0.0325 -0.1446 -0.4414
O -0.2995 -0.3043 -0.3185
O -0.0205 0.3273 -0.2094
O 0.0449 0.048 -0.3626
O -0.2371 0.1334 -0.3908
O 0.1484 0.3044 0.2962
O 0.1776 -0.0301 0.4963
O 0.2067 -0.0587 0.1461
O 0.145 -0.1884 0.1779
O 0.0951 -0.3292 0.0198
O 0.1104 -0.1377 0.2356
O -0.001 -0.0418 -0.0588
O 0.2839 0.2494 0.0679
O -0.0426 -0.001 -0.3081
O -0.1918 0.2147 -0.011
O -0.224 0.1097 -0.4826
O -0.1447 0.158 0.1405
O -0.0358 0.017 0.2641
O -0.1081 0.0693 0.2054
O -0.024 -0.0963 -0.356
O 0.3041 0.26 0.0922
O -0.0848 0.1474 0.2555
O -0.059 -0.4399 0.6369
O -0.1679 -0.1104 0.0034
O 0.1473 0.5387 0.218
O 0.1538 -0.3029 -0.2865
O -0.3054 -0.1883 -0.0565
O -0.2625 0.3484 -0.1218
O -0.3463 -0.166 -0.0724
O -0.0165 -0.1434 0.1878
O 0.1267 -0.0243 -0.0625

The program warned: the forces do not sum to zero within the program's tolerance.
